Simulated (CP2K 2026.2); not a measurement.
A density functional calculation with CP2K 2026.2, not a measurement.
Periodic cell of 504 atoms, Si360O144, from a study of silicon, its oxide and their interface. The atomic structure is a simulated model.
Doubt: the forces sum to 1.60 eV/angstrom along one axis rather than to zero, so they err by at least 0.0032 eV/angstrom per atom on average; the grid cutoff is modest.

Settings
functional: PBE
method: Gaussian and plane waves
basis set: DZVP-MOLOPT-SR-GTH
pseudopotentials: GTH-PBE
grid cutoff: 350 Ry, relative cutoff 50 Ry
k points: Gamma only
occupations: fixed
spin: none
net charge: 0

Cell vectors (angstrom)
a	16.32	0	0
b	0	16.32	0
c	3.0885	0.4602	34.0296

Atoms and the computed forces on them: element, x, y, z (angstrom), force x, y, z (eV/angstrom)
Si	4.637	15.121	33.94	-0.025	0.198	0.791
Si	7.656	1.619	33.715	-0.412	0.249	0.785
Si	1.121	4.343	0.23	0.179	-0.285	0.714
Si	6.556	7.483	33.972	0.392	-0.136	0.699
Si	1.411	9.381	0.31	0.035	0.078	0.613
Si	3.867	12.533	0.05	-0.056	-0.167	0.712
Si	6.564	15.039	0.065	0.304	-0.011	0.743
Si	12.562	2.016	34.026	0.215	-0.315	0.723
Si	10.555	4.461	33.74	-0.461	0.22	0.72
Si	9.457	7.228	0.073	0.03	-0.165	0.779
Si	6.992	9.152	0.086	-0.003	0.11	0.751
Si	9.796	11.992	0.214	-0.204	0.052	0.771
Si	12.191	14.733	0.688	0.184	0.171	0.618
Si	17.854	2.059	33.979	0.032	-0.23	0.674
Si	12.565	3.834	0.07	-0.128	0.006	0.78
Si	15.104	6.47	0.159	-0.19	0.357	0.728
Si	12.154	9.955	0.08	0.151	-0.316	0.683
Si	14.387	12.629	0.112	0.432	-0.156	0.819
Si	2.782	0.063	1.041	0.033	-0.01	-0.065
Si	5.606	2.864	0.989	0.073	0.005	-0.06
Si	2.638	5.509	1.525	0.003	-0.006	-0.001
Si	5.345	7.97	1.228	-0.031	-0.012	0.016
Si	2.748	10.921	1.401	-0.004	0.065	-0.033
Si	5.36	13.637	1.465	0.025	-0.022	-0.017
Si	8.217	16.279	1.248	-0.009	-0.034	-0.026
Si	10.974	2.703	1.374	-0.015	0.009	-0.056
Si	8.338	5.51	1.281	0.018	0.041	-0.054
Si	10.994	8.325	1.39	0.022	0.033	-0.053
Si	8.125	10.817	1.363	-0.026	-0.014	-0.041
Si	10.788	13.384	1.84	-0.072	-0.052	0.057
Si	13.632	0.073	1.425	0.011	0.029	-0.055
Si	16.297	2.672	1.367	-0.038	-0.006	-0.04
Si	13.594	5.37	1.507	-0.037	-0.033	-0.045
Si	16.214	8.105	1.482	-0.063	-0.025	-0.029
Si	13.569	10.997	1.581	0.023	0.022	-0.087
Si	16.271	13.578	1.261	-0.008	-0.041	-0.035
Si	1.435	1.311	2.582	-0.011	-0.047	-0.023
Si	4.177	4.065	2.551	0.009	-0.026	0.001
Si	1.286	6.821	2.887	-0.045	-0.017	0.025
Si	4.13	9.48	2.665	-0.015	-0.02	-0.025
Si	1.293	12.237	2.706	0.019	0.027	0
Si	4.003	15.077	2.674	-0.033	0.038	0.022
Si	6.833	1.425	2.536	-0.003	0.033	0.018
Si	9.617	4.119	2.692	0	-0.007	-0.003
Si	6.773	6.696	2.635	0.041	0.045	-0.01
Si	9.538	9.552	2.792	0.028	0.033	0.023
Si	6.777	12.225	2.709	0.011	-0.007	-0.011
Si	9.419	14.969	2.82	-0.004	0.033	0.017
Si	12.26	1.37	2.806	0.006	-0.034	0.011
Si	14.987	4.027	2.818	0.035	0.031	0.03
Si	12.238	6.834	2.739	-0.021	-0.007	-0.021
Si	14.925	9.534	2.799	0.007	0.005	0.033
Si	12.245	12.154	3.093	0.021	-0.038	0.061
Si	15.022	14.988	2.713	-0.005	-0.028	-0.011
Si	16.403	16.323	4.051	-0.033	0.027	-0.019
Si	2.778	2.711	3.941	-0.001	0.038	0.008
Si	16.306	5.402	4.189	-0.014	0.018	0.02
Si	2.738	8.198	4.098	-0.01	0.016	-0.016
Si	16.323	10.879	4.125	0.01	0.009	-0.005
Si	2.669	13.65	4.031	-0.014	0	-0.037
Si	5.441	0.091	3.983	0.006	-0.003	-0.043
Si	8.185	2.737	3.989	0.014	-0.048	-0.03
Si	5.462	5.369	4.04	0.002	0.01	-0.001
Si	8.128	8.115	4.027	0.013	-0.025	-0.061
Si	5.447	10.846	4.065	-0.014	-0.015	-0.002
Si	8.069	13.601	4.132	0.033	-0.022	0.005
Si	10.862	16.315	4.116	0.029	-0.015	-0.008
Si	13.603	2.716	4.168	0.006	-0.014	-0.012
Si	10.9	5.471	4.107	-0.014	-0.008	0.006
Si	13.58	8.157	4.141	0.009	0.017	-0.004
Si	10.826	10.807	4.302	-0.028	-0.01	0.02
Si	13.662	13.657	4.171	-0.021	-0.009	-0.038
Si	17.68	14.953	16.29	-0.017	0.004	0.005
Si	4.098	1.375	16.309	0.011	-0.007	-0.009
Si	17.699	4.093	16.351	0.022	0.002	0.011
Si	4.071	6.798	16.382	-0.012	-0.003	0.01
Si	17.676	9.497	16.31	-0.006	0.002	-0.002
Si	4.08	12.217	16.266	-0.005	-0.001	-0.009
Si	6.831	14.968	16.29	0.006	-0.006	0.002
Si	9.532	1.367	16.297	0.003	0	0.001
Si	6.793	4.097	16.337	0.002	0.003	0.001
Si	9.526	6.803	16.329	0.004	-0.003	0
Si	6.8	9.517	16.349	0.005	0.012	0.015
Si	9.469	12.231	16.299	-0.011	0.008	-0.006
Si	12.231	14.971	16.3	-0.002	0.006	0.009
Si	14.947	1.379	16.304	0	0.001	0.002
Si	12.242	4.087	16.317	0.01	0.006	0
Si	14.955	6.801	16.314	-0.006	0.001	0.009
Si	12.227	9.493	16.304	0	0.007	0.007
Si	14.955	12.221	16.301	0.002	-0.022	-0.002
Si	2.755	16.295	17.625	0.015	0.033	0.025
Si	5.415	2.758	17.701	0.006	0.008	-0.002
Si	2.724	5.432	17.775	-0.014	-0.021	0.003
Si	5.449	8.165	17.726	0.007	-0.004	0.05
Si	2.698	10.894	17.632	0.018	-0.009	-0.001
Si	5.511	13.525	17.583	-0.01	-0.006	-0.019
Si	8.158	16.364	17.661	0.01	-0.012	0.017
Si	10.911	2.693	17.666	-0.015	0.011	-0.004
Si	8.179	5.441	17.689	-0.02	0.011	0.014
Si	10.863	8.171	17.705	0.019	-0.011	0.016
Si	8.15	10.878	17.729	-0.003	0.016	0.015
Si	10.807	13.63	17.604	-0.011	0.007	0.018
Si	13.593	16.337	17.664	-0.016	-0.013	0.007
Si	16.303	2.736	17.665	-0.005	-0.003	0.03
Si	13.57	5.478	17.675	-0.002	-0.016	0.017
Si	16.327	8.134	17.684	0.002	0.039	0.003
Si	13.614	10.822	17.645	0.009	0.01	0.028
Si	16.303	13.603	17.645	0.023	-0.01	0.014
Si	17.695	1.34	18.955	-0.029	-0.019	-0.038
Si	4.09	4.072	19.16	0.011	0.003	-0.003
Si	17.643	6.793	19.11	0.001	-0.019	0.017
Si	4.074	9.603	19.016	0.001	0.024	-0.035
Si	17.643	12.227	18.997	-0.002	0	-0.015
Si	4.165	14.867	18.88	-0.027	0.008	-0.043
Si	6.804	1.42	19.023	0.007	0.008	-0.034
Si	9.563	4.056	19.005	0.009	-0.013	-0.02
Si	6.832	6.783	19.083	-0.011	0.024	-0.025
Si	9.497	9.506	19.096	-0.002	-0.012	-0.011
Si	6.806	12.259	19.096	0.01	0.001	0.006
Si	9.506	15.012	19.024	0.02	0.005	-0.034
Si	12.248	1.346	19.068	-0.013	0.009	0.016
Si	14.93	4.126	19.016	0.016	-0.022	-0.02
Si	12.231	6.839	19.079	0.013	0.008	-0.023
Si	14.985	9.477	19.058	-0.018	0.002	0.005
Si	12.158	12.203	18.851	-0.022	-0.022	-0.033
Si	14.948	14.968	19	0.032	0.015	-0.025
Si	16.382	16.278	20.336	-0.014	-0.025	0.07
Si	2.652	2.669	20.421	0.002	0.048	0.072
Si	16.222	5.467	20.479	-0.036	0.03	0.042
Si	2.719	8.224	20.348	-0.002	0.011	0.043
Si	16.294	10.892	20.417	-0.022	0.024	0.029
Si	2.81	13.548	20.242	0.033	-0.034	0.038
Si	5.469	16.235	20.232	0.032	0.001	0.004
Si	8.209	2.752	20.402	-0.027	-0.033	0.041
Si	5.517	5.423	20.515	0.024	-0.058	0.039
Si	8.159	8.155	20.502	-0.005	-0.028	0.034
Si	5.418	10.935	20.47	-0.029	-0.005	0.041
Si	8.147	13.684	20.421	0.002	0.009	0.063
Si	10.879	16.327	20.447	0.002	-0.028	0.033
Si	13.613	2.732	20.385	-0.003	0.041	0.041
Si	10.884	5.415	20.386	0.015	0.006	0.041
Si	13.621	8.161	20.481	0.003	-0.016	0.041
Si	10.889	10.911	20.35	0.015	0.032	0.06
Si	13.46	13.583	20.164	0	0.02	0.036
Si	17.975	15.022	21.558	-0.249	-0.019	-0.735
Si	3.815	0.916	21.477	-0.004	0.1	-0.736
Si	17.343	3.84	21.716	0.252	0.052	-0.786
Si	4.331	7.12	21.613	0.035	-0.118	-0.791
Si	17.921	9.771	21.718	-0.279	-0.22	-0.716
Si	3.805	12.077	21.798	0.362	0.195	-0.657
Si	7.025	15.309	21.739	-0.128	-0.248	-0.638
Si	9.324	1.195	21.762	0.256	0.16	-0.703
Si	7.183	4.303	21.83	-0.235	-0.04	-0.719
Si	9.372	6.557	21.76	0.063	0.217	-0.713
Si	6.518	9.322	21.756	0.226	0.084	-0.767
Si	9.756	12.512	21.633	-0.108	-0.146	-0.806
Si	12.004	14.646	21.652	0.046	0.268	-0.797
Si	15.254	1.568	21.586	-0.108	-0.025	-0.835
Si	12.424	4.262	21.735	-0.132	-0.235	-0.739
Si	14.621	6.539	21.918	0.261	0.259	-0.737
Si	12.488	9.821	21.686	-0.17	-0.157	-0.812
Si	14.576	12.102	21.512	0.245	-0.055	-0.721
Si	11.236	2.366	23.926	-0.088	0.008	-0.17
Si	13.066	0.743	28.476	-0.106	-0.065	-0.019
Si	12.348	10.313	28.618	-0.016	-0.036	0.003
Si	4.102	2.448	23.813	-0.074	-0.03	0.171
Si	16.903	11.277	31.745	-0.083	0.018	0.205
Si	3.842	15.053	26.239	0.043	-0.035	-0.006
Si	8.007	1.153	26.108	0.049	-0.062	0.059
Si	16.634	10.154	24.351	-0.095	0.061	-0.187
Si	11.431	14.199	32.03	-0.047	-0.132	0.068
Si	10.661	8.465	23.841	0.078	-0.022	-0.163
Si	15.037	14.768	28.467	-0.147	-0.083	0.031
Si	13.467	16.421	23.713	-0.036	0.004	-0.1
Si	15.033	7.8	24.844	-0.001	0.009	-0.068
Si	7.058	4.681	29.385	0.119	0.093	-0.073
Si	18.3	2.4	27.883	-0.008	0.036	0.124
Si	8.222	2.065	30.706	-0.125	0.05	0.153
Si	3.336	6.75	26.143	0.114	0.015	-0.135
Si	10.312	12.449	29.763	-0.006	-0.138	0.037
Si	15.222	11.674	29.095	-0.057	-0.064	0.078
Si	16.887	7.048	27.252	-0.04	-0.045	-0.188
Si	2.956	5.179	23.574	-0.077	-0.01	-0.082
Si	11.617	5.298	30.891	-0.066	-0.009	0.219
Si	7.16	12.473	25.818	0.06	0.091	-0.035
Si	14.349	6.261	31.933	0.084	0.036	0.133
Si	18.211	1.064	25.243	-0.045	-0.071	0.017
Si	6.56	3.381	24.786	-0.001	-0.046	-0.068
Si	5.966	11.389	30.406	0.092	0.017	0.042
Si	5.408	5.721	31.8	0.1	0.157	0.233
Si	15.689	15.559	25.517	0.057	0.06	-0.151
Si	10.991	2.471	29.692	0.007	-0.104	-0.086
Si	11.038	7.671	28.916	0.026	0.034	0.051
Si	6.236	5.658	26.716	0.053	0.04	0.033
Si	16.146	16.027	30.904	0.103	0.097	0.027
Si	15.741	2.065	29.258	-0.113	-0.056	0.096
Si	10.826	1.787	26.793	0.135	0.013	0.065
Si	6.92	16.439	28.814	0.098	-0.069	-0.025
Si	13.555	16.249	32.428	0.062	0.189	0.095
Si	4.124	12.345	24.915	-0.094	0.054	-0.142
Si	6.683	15.138	24.75	-0.118	-0.099	-0.108
Si	8.402	11.184	31.956	-0.02	0.093	0.062
Si	3.47	10.619	31.678	-0.137	0.092	0.003
Si	18.916	16.382	31.847	0.105	0.106	0.166
Si	8.038	7.243	28.318	0.081	-0.03	-0.056
Si	16.947	4.728	29.166	0.133	-0.006	-0.001
Si	3.562	7.845	30.459	-0.031	-0.018	-0.072
Si	5.491	9.042	28.467	0.048	-0.104	0.031
Si	3.608	9.657	26.329	0.058	0.052	0.073
Si	17.18	6.843	31.187	-0.013	0.029	0.119
Si	17.281	9.928	27.429	-0.023	0.121	0.14
Si	12.329	8.237	26.42	0.079	0.184	0.046
Si	7.596	13.339	28.707	0.024	-0.034	0.114
Si	8.387	10.667	23.8	-0.045	0.01	-0.168
Si	16.35	13.252	23.603	0.087	0.025	-0.134
Si	3.868	16.587	28.92	-0.089	-0.115	-0.067
Si	1.371	14.968	5.463	0.002	-0.027	0
Si	4.091	1.391	5.391	0.005	0.004	-0.011
Si	1.423	4.032	5.411	0.013	-0.013	-0.008
Si	4.101	6.774	5.396	0.004	-0.01	-0.039
Si	1.383	9.539	5.473	-0.012	-0.012	0.009
Si	4.057	12.253	5.374	-0.019	-0.002	-0.031
Si	6.719	15.003	5.419	0.019	0.022	-0.008
Si	9.503	1.385	5.424	-0.016	0.019	-0.026
Si	6.827	4.049	5.41	-0.015	-0.016	0.001
Si	9.49	6.791	5.44	-0.01	0.008	-0.015
Si	6.804	9.494	5.425	0.029	0.029	-0.008
Si	9.46	12.264	5.512	0.015	0.021	-0.002
Si	12.242	14.983	5.484	0.01	0.012	0.011
Si	15.007	1.339	5.44	0.006	-0.015	-0.004
Si	12.244	4.105	5.482	0.018	0.02	0.002
Si	14.943	6.793	5.497	0.005	0.001	-0.002
Si	12.228	9.453	5.565	-0.035	-0.022	0.02
Si	14.989	12.25	5.499	-0.007	-0.009	-0.023
Si	2.746	16.34	6.78	-0.008	0.001	0.006
Si	5.447	2.721	6.779	0.011	-0.005	0.001
Si	2.746	5.424	6.775	-0.007	-0.006	0
Si	5.442	8.137	6.779	0.006	-0.01	-0.001
Si	2.735	10.912	6.804	-0.023	0.002	-0.005
Si	5.394	13.61	6.776	-0.009	0.03	-0.007
Si	8.134	16.331	6.773	0.007	-0.008	-0.006
Si	10.863	2.732	6.805	0.002	-0.001	-0.004
Si	8.15	5.421	6.795	0.008	-0.003	-0.001
Si	10.841	8.106	6.864	0.035	0.01	0.01
Si	8.122	10.864	6.828	0.018	-0.002	-0.004
Si	10.871	13.61	6.828	0.007	0	0
Si	13.622	16.335	6.82	-0.005	-0.021	0
Si	16.362	2.703	6.793	0.015	-0.004	-0.003
Si	13.594	5.441	6.859	-0.021	0.02	0.008
Si	16.331	8.163	6.815	0.006	0.002	-0.002
Si	13.606	10.879	6.839	-0.013	0.007	-0.017
Si	16.344	13.611	6.84	-0.004	0.007	0.002
Si	1.384	1.352	8.164	-0.005	-0.002	0.009
Si	4.097	4.079	8.149	0.015	0.01	0.008
Si	1.376	6.783	8.145	-0.006	-0.001	-0.009
Si	4.086	9.515	8.139	0.004	0.02	-0.009
Si	1.377	12.248	8.186	0.008	0.015	0.014
Si	4.07	14.969	8.161	-0.015	-0.022	0.014
Si	6.791	1.362	8.153	-0.019	-0.005	0.005
Si	9.51	4.082	8.172	0.006	0.002	0.008
Si	6.796	6.789	8.153	0.003	-0.003	0.008
Si	9.499	9.514	8.183	0.007	0.002	-0.002
Si	6.761	12.249	8.15	0.005	-0.011	-0.012
Si	9.499	14.982	8.154	0.029	0.002	-0.004
Si	12.242	1.376	8.158	0.027	0.004	-0.007
Si	14.987	4.064	8.16	0.006	0.02	-0.011
Si	12.224	6.779	8.216	-0.031	-0.03	0.019
Si	14.973	9.519	8.184	0.003	0.001	-0.006
Si	12.233	12.24	8.179	-0.012	0.008	0.006
Si	14.965	14.964	8.18	-0.019	-0.015	0.009
Si	16.333	16.322	9.528	0.006	-0.003	0.002
Si	2.735	2.723	9.515	-0.004	0.005	-0.006
Si	16.335	5.435	9.517	0.005	-0.003	0.003
Si	2.727	8.154	9.505	-0.004	-0.005	-0.001
Si	16.331	10.881	9.536	0.001	0.002	-0.001
Si	2.723	13.613	9.538	-0.013	0.003	0.007
Si	5.439	16.322	9.518	0.017	-0.012	-0.002
Si	8.148	2.72	9.521	0.002	0.001	-0.002
Si	5.442	5.436	9.519	-0.016	-0.005	0.005
Si	8.144	8.148	9.529	0.006	0.005	-0.002
Si	5.428	10.876	9.517	-0.002	0.012	0.004
Si	8.144	13.603	9.503	0.006	0.002	-0.004
Si	10.876	16.331	9.511	-0.011	-0.004	-0.003
Si	13.61	2.72	9.522	-0.019	-0.001	-0.002
Si	10.865	5.422	9.555	0.02	0	0.018
Si	13.601	8.16	9.536	-0.015	0.01	-0.002
Si	10.871	10.874	9.528	0.009	-0.006	0.004
Si	13.6	13.601	9.529	0.006	0.004	-0.003
Si	1.361	14.965	10.897	-0.003	-0.01	0.006
Si	4.086	1.366	10.882	-0.013	0	0.002
Si	1.373	4.078	10.879	0.005	-0.004	-0.002
Si	4.081	6.796	10.874	0.019	0	-0.007
Si	1.369	9.507	10.879	-0.005	0.003	0.001
Si	4.075	12.234	10.883	-0.012	0.011	-0.002
Si	6.797	14.96	10.875	-0.009	0.003	0.004
Si	9.517	1.366	10.875	0.011	0.007	0
Si	6.797	4.082	10.887	0.002	0.008	0.003
Si	9.505	6.797	10.896	-0.002	-0.002	0.001
Si	6.79	9.517	10.879	0.004	-0.001	-0.002
Si	9.506	12.242	10.869	0.009	-0.002	-0.003
Si	12.235	14.967	10.873	0.004	-0.018	-0.001
Si	14.967	1.36	10.883	0.005	-0.004	-0.007
Si	12.247	4.07	10.891	-0.006	0.003	0.005
Si	14.969	6.793	10.879	0	-0.005	-0.006
Si	12.234	9.518	10.889	0.001	0.012	0.003
Si	14.96	12.24	10.887	-0.016	0.002	0.003
Si	2.722	16.333	12.245	0.005	-0.002	-0.004
Si	5.44	2.726	12.249	0.004	-0.003	-0.003
Si	2.725	5.439	12.242	-0.014	0.005	-0.007
Si	5.439	8.15	12.238	-0.02	0.007	0
Si	2.724	10.865	12.242	0.004	0.008	0.001
Si	5.435	13.6	12.232	0.005	-0.026	-0.002
Si	8.161	16.323	12.231	0.004	-0.005	-0.003
Si	10.873	2.722	12.242	0.009	-0.013	0.003
Si	8.145	5.443	12.257	0.006	-0.007	0.003
Si	10.873	8.156	12.246	0.003	-0.001	0.001
Si	8.154	10.877	12.233	0.006	0.004	0.001
Si	10.877	13.598	12.223	-0.001	0.012	-0.005
Si	13.6	16.321	12.236	-0.007	0.004	-0.003
Si	16.328	2.723	12.239	-0.004	0.009	0
Si	13.609	5.436	12.24	-0.01	0.005	0
Si	16.326	8.152	12.242	0.001	-0.001	-0.001
Si	13.594	10.88	12.243	0.004	-0.001	0.001
Si	16.318	13.598	12.246	0.003	0.007	0.001
Si	1.361	1.371	13.608	0.002	0.001	-0.005
Si	4.084	4.09	13.612	-0.006	0.005	-0.004
Si	1.364	6.794	13.606	0.011	-0.01	-0.001
Si	4.078	9.494	13.6	0.02	-0.009	-0.003
Si	1.361	12.227	13.591	-0.009	-0.009	0.003
Si	4.085	14.969	13.591	-0.019	0.014	-0.002
Si	6.809	1.366	13.597	0.005	-0.009	0.003
Si	9.512	4.084	13.604	-0.001	0.018	-0.002
Si	6.791	6.806	13.622	-0.009	0.006	-0.005
Si	9.513	9.519	13.601	0.002	0.007	0
Si	6.785	12.231	13.585	-0.004	0.021	-0.001
Si	9.525	14.958	13.579	0.014	-0.016	-0.001
Si	12.241	1.368	13.589	-0.012	0	-0.002
Si	14.976	4.086	13.602	0.005	-0.011	-0.002
Si	12.238	6.788	13.592	0.015	-0.007	-0.001
Si	14.955	9.513	13.592	-0.013	0.015	-0.002
Si	12.226	12.239	13.597	0.001	0	-0.001
Si	14.954	14.959	13.601	-0.001	-0.01	0.004
Si	16.312	16.327	14.954	0.005	0.006	0.004
Si	2.721	2.733	14.969	-0.005	-0.001	0.006
Si	16.333	5.439	14.975	-0.009	0.002	0.001
Si	2.727	8.137	14.975	-0.007	0.014	-0.004
Si	16.32	10.865	14.949	0.012	0.001	0.007
Si	2.723	13.599	14.931	0.025	-0.001	-0.001
Si	5.451	16.327	14.952	0.003	0.003	-0.002
Si	8.152	2.733	14.968	0.005	-0.003	-0.007
Si	5.426	5.455	14.989	0.01	-0.003	0.007
Si	8.16	8.167	14.976	0.004	-0.004	0.002
Si	5.447	10.848	14.945	-0.03	-0.002	-0.006
Si	8.153	13.598	14.919	0.004	-0.007	0
Si	10.882	16.325	14.934	0.001	-0.006	0.003
Si	13.598	2.736	14.944	-0.003	0.003	-0.001
Si	10.875	5.44	14.961	-0.003	-0.005	0
Si	13.594	8.147	14.944	-0.003	-0.003	-0.001
Si	10.867	10.878	14.962	0.006	0.009	0.008
Si	13.59	13.593	14.955	-0.008	0.009	0.005
O	7.772	2.666	25.575	0.328	0.157	0.291
O	15.04	7.031	23.417	0.306	-0.038	-0.005
O	5.407	8.203	22.224	0.097	0.005	0.16
O	11.021	6.544	30.054	-0.212	-0.005	-0.021
O	11.883	9.16	23.043	0.002	-0.143	0.492
O	11.944	7.236	27.638	0.229	-0.396	0.066
O	12.328	1.193	23.943	0.015	-0.147	0.102
O	17.843	4.662	23.043	-0.51	0.014	0.562
O	14.187	15.964	25.077	-0.404	0.148	0.639
O	13.6	15.536	28.681	-0.49	-0.433	0.033
O	8.663	16.666	33.523	-0.122	0.153	-0.375
O	15.043	5.104	32.831	0.081	0.19	-0.173
O	17.219	10.067	25.829	0.266	-0.122	0.032
O	6.309	4.597	27.948	-0.383	-0.436	-0.016
O	7.05	10.077	23.103	-0.418	0.23	0.49
O	9.469	11.568	30.817	0.144	-0.393	-0.167
O	9.203	10.119	32.847	-0.326	0.019	-0.379
O	6.829	3.486	23.195	0.006	-0.438	0.09
O	18.641	1.459	32.66	0.133	0.262	-0.206
O	11.169	13.541	30.59	0.408	0.196	-0.273
O	16.141	10.208	32.731	0.177	-0.352	-0.086
O	2.602	1.853	24.014	-0.298	0.118	-0.564
O	6.939	8.365	28.704	0.078	0.359	0.092
O	13.275	1.516	32.615	0.012	0.401	-0.581
O	15.672	15.305	27.094	0.273	0.272	0.091
O	6.54	6.663	32.538	0.247	-0.216	-0.455
O	10.07	14.563	32.818	-0.471	-0.373	-0.086
O	5.8	14.029	33.499	-0.026	0.06	-0.252
O	17.522	7.199	32.729	-0.329	0.231	-0.012
O	3.977	9.145	31.306	0.207	-0.02	0.179
O	7.624	13.923	25.27	0.784	0.247	-0.032
O	11.01	2.745	25.488	-0.151	0.441	0.242
O	4.946	4.539	32.821	-0.021	-0.719	-0.086
O	4.057	12.647	23.316	0.33	0.253	0.091
O	5.666	12.256	25.31	0.138	-0.268	-0.044
O	17.494	14.072	22.803	0.131	-0.078	0.259
O	8.069	11.272	25.255	0.284	-0.115	0.58
O	18.255	7.738	30.328	-0.277	0.179	-0.383
O	14.394	1.671	28.467	0.113	0.155	-0.18
O	7.51	16.495	24.937	0.431	0.08	-0.547
O	16.306	5.878	28.207	-0.408	0.077	0
O	13.995	15.813	33.913	-0.433	0.166	0.304
O	16.649	8.514	27.908	-0.474	0.194	0.416
O	17.437	5.348	30.585	0.255	-0.405	0.248
O	13.211	5.549	31.046	0.056	-0.447	-0.333
O	3.536	10.671	33.293	-0.399	0.161	0.041
O	15.54	7.023	31.104	-0.121	0.513	-0.265
O	5.573	8.767	33.694	0.159	0.286	-0.352
O	11.774	3.644	23.101	0.016	0.068	0.377
O	16.203	7.123	25.769	0.118	-0.085	-0.078
O	16.75	3.196	33.529	-0.185	-0.142	-0.507
O	17.415	9.303	23.205	0.002	-0.303	0.376
O	2.855	16.147	25.6	-0.211	-0.011	-0.023
O	13.496	5.392	22.221	-0.123	0.122	0.075
O	2.587	9.944	27.599	0.203	0.209	0.419
O	12.121	1.293	29.684	0.142	-0.27	0.578
O	10.168	7.131	23.07	0.19	-0.464	0.126
O	3.034	16.446	30.298	-0.258	0.101	-0.241
O	11.315	11.56	28.843	-0.171	0.098	-0.314
O	15.21	9.388	24.493	-0.337	0.346	0.068
O	17.519	12.491	32.63	0.068	0.293	-0.356
O	7.2	12.468	27.417	-0.226	-0.522	0.062
O	8.265	5.461	22.273	-0.05	0.134	0.495
O	17.444	15.688	31.799	-0.276	-0.429	0.401
O	3.3	8.262	25.537	-0.041	0.018	-0.669
O	4.747	1.485	22.696	0.723	0.036	0.239
O	7.885	12.43	32.859	0.476	0.246	-0.381
O	11.484	3.137	33.558	-0.147	-0.038	-0.319
O	3.416	13.543	25.784	-0.286	-0.242	0.143
O	15.028	13.136	22.694	-0.304	0.456	0.284
O	16.737	0.407	25.059	-0.236	0.355	-0.154
O	3.471	6.503	22.838	-0.267	0.274	0.255
O	5.995	4.966	30.535	-0.138	-0.161	-0.036
O	18.281	10.719	31.087	0.073	-0.342	-0.699
O	2.757	16.122	22.079	0.163	-0.091	0.431
O	9.201	13.219	28.879	0.148	0.36	-0.402
O	2.714	10.904	22.041	-0.079	0.12	0.121
O	7.504	2.172	32.167	-0.22	0.193	-0.337
O	16.303	14.206	33.923	0.007	0.216	-0.225
O	12.793	15.16	22.976	0.13	-0.059	0.296
O	11.708	9.062	29.467	-0.188	0.072	0.462
O	7.783	3.296	29.75	0.288	-0.049	-0.101
O	15.954	1.307	30.672	0.06	0.325	0.51
O	14.751	15.628	31.573	0.015	-0.221	-0.299
O	3.763	15.575	32.627	-0.082	-0.092	-0.365
O	10.881	13.573	22.179	-0.15	-0.091	0.632
O	3.36	1.672	28.294	0.267	0.251	0.018
O	5.098	9.421	26.941	0.301	0.133	-0.206
O	12.442	9.744	27.078	0.091	0.3	-0.455
O	6.377	4.888	25.316	0.002	0.346	-0.273
O	3.746	15.346	27.849	-0.246	-0.452	0.138
O	2.92	5.569	25.123	-0.186	-0.301	0.239
O	14.838	13.164	28.567	-0.322	-0.157	0.009
O	11.556	3.917	30.077	0.36	-0.066	-0.197
O	15.855	11.726	30.595	-0.056	0.122	0.23
O	6.72	12.746	29.939	-0.197	0.099	0.395
O	16.402	11.073	28.147	0.309	0.396	0.029
O	9.511	7.902	28.378	-0.076	0.309	-0.124
O	10.709	5.187	32.26	-0.187	0.424	-0.334
O	18.477	6.735	27.243	0.009	-0.05	0.241
O	14.637	0.749	22.829	0.312	-0.312	0.058
O	6.354	14.892	23.176	-0.416	-0.232	0.049
O	8.172	16.414	22.122	0.003	0.078	0.245
O	9.901	1.813	23.171	-0.108	0.218	0.25
O	4.561	11.715	31.163	-0.155	0.601	-0.125
O	18.172	3.919	28.439	0.453	0.358	-0.201
O	10.458	2.596	28.152	-0.298	0.304	0.025
O	11.143	8.156	25.334	-0.36	-0.098	0.422
O	17.02	1.574	28.408	0.136	-0.533	-0.012
O	16.713	11.717	23.947	0.173	-0.036	0.029
O	5.178	2.523	25.025	-0.228	-0.079	0.41
O	7.499	6.679	26.879	0.245	-0.045	-0.492
O	19.371	5.873	33.865	0.2	0.126	-0.321
O	15.771	3.658	29.464	-0.553	0.135	0.052
O	3.514	10.898	25.293	-0.458	-0.235	-0.397
O	9.842	2.105	30.772	0.281	0.018	0.685
O	5.415	16.688	29.317	-0.014	0.302	0.524
O	5.34	15.254	25.653	0.033	0.099	0.219
O	13.67	7.715	25.701	-0.112	-0.125	0.018
O	4.137	6.577	31.275	-0.407	-0.239	0.223
O	16.175	15.183	29.541	0.741	-0.122	-0.337
O	16.066	14.11	24.917	-0.119	-0.287	0.491
O	4.807	6.418	26.733	-0.035	-0.057	0.011
O	12.179	0.928	27.117	0.086	-0.194	-0.294
O	12.323	13.194	32.917	0.325	-0.036	-0.245
O	8.065	5.958	29.319	0.453	-0.086	0.489
O	11.314	8.654	33.58	-0.095	-0.053	-0.275
O	13.848	10.784	29.065	0.167	-0.311	0.345
O	13.567	10.972	22.147	0.04	0.03	0.28
O	14.031	11.432	33.677	-0.221	-0.182	-0.201
O	18.185	2.298	26.288	0.119	0.661	-0.23
O	7.147	0.943	27.452	-0.177	0.465	0.091
O	9.421	9.465	23.928	-0.232	-0.032	0.032
O	4.341	8.042	29.052	-0.17	-0.318	-0.323
O	16.281	2.69	22.204	0.188	-0.158	0.463
O	7.216	14.887	28.528	-0.076	0.047	-0.309
O	7.044	10.569	31.317	-0.207	-0.709	0.008
O	9.025	11.851	22.919	0.042	0.296	0.152
O	3.984	3.97	23.267	0.294	0.082	-0.367
O	7.864	0.659	29.999	0.224	-0.381	0.292
O	5.546	10.479	29.169	-0.277	0.401	-0.144
O	12.212	15.59	31.868	-0.146	0.294	-0.294
O	9.563	0.841	26.43	-0.029	-0.365	0.127
O	13.504	7.299	32.842	0.308	0.441	-0.281

Results
total energy: -101651.904 eV
total energy less fixed offsets of O -438.35, Si -107.03 eV per atom: 1.296 eV
